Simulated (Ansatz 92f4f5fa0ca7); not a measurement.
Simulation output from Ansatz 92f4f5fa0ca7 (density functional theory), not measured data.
Periodic cell of 293 atoms, Si144O117H32, with a vacuum gap, from a study of silicon, its oxide and their interface. The atomic structure is a simulated model.

Settings
functional: r2SCAN
potential files: Ansatz PAW
basis: plane waves
wave-function cutoff: 800 eV
density cutoff ratio: 5
exchange-correlation grid ratio: 1
k mesh: 1 x 1 x 1, shifted by 0.5 0.5 0 of a step
self-consistency stop: 1e-11 eV per atom in the density residual
occupations: fixed
spin: none
net charge: 0
applied field: sawtooth along c, amplitude -0.015 V/angstrom in the program's sign convention, ramp centred at 0.9901 of c and 0.0199 of c wide, no dipole correction

Cell vectors (angstrom)
a	10.88	0	0
b	0	10.88	0
c	0	0	50.3121

Atoms and the computed forces on them: element, x, y, z (angstrom), force x, y, z (eV/angstrom)
Si	1.8793	1.9407	33.7134	0.0018	-0.0002	-0.0672
Si	-0.8176	5.3441	34.309	-0.0008	-0.0031	-0.0444
Si	-1.0022	-0.5279	36.739	-0.0024	-0.007	0.0039
Si	2.6785	10.3315	32.0287	-0.0019	-0.0038	-0.0708
Si	-6.2495	4.7972	28.1557	0.0074	0.0049	-0.0482
Si	2.0973	4.8992	29.6922	0.0122	-0.009	-0.0761
Si	3.3213	8.8095	34.6736	0.0006	0.0093	-0.0508
Si	-0.7473	0.3294	34.5879	-0.006	-0.0056	-0.0455
Si	-0.2695	5.7577	36.5892	-0.007	-0.0029	-0.0002
Si	1.4598	7.525	36.7538	0.0117	0.0139	-0.0139
Si	-0.9466	0.2352	28.1023	0	0.0029	-0.0663
Si	2.5577	2.8776	36.6745	-0.0092	-0.0196	-0.0208
Si	-6.6679	4.6633	36.7773	0.0186	0.0135	-0.0201
Si	-3.2224	8.1041	36.7006	-0.0056	-0.0049	-0.0188
Si	4.809	10.8017	36.682	-0.0092	-0.0046	-0.0202
Si	-3.9475	2.1981	36.7207	0.005	0.0109	-0.0158
Si	-2.0685	6.5199	37.9581	0.0192	-0.0013	-0.0076
Si	0.5178	9.2026	38.083	-0.0093	-0.0133	-0.0136
Si	-2.2292	1.0775	37.9405	-0.0183	0.0018	-0.0043
Si	0.6533	3.8695	37.7529	0.0053	0.0203	-0.0074
Si	3.2139	6.4567	37.9292	-0.0187	0.001	-0.0132
Si	6.017	9.2324	37.9472	0.0016	0.0125	-0.0053
Si	3.3177	12.0044	38.0429	0.0194	0.0015	-0.0092
Si	-4.9945	3.735	38.1153	-0.0062	-0.0199	-0.0111
Si	-3.4986	5.1463	39.2611	-0.0099	0.0115	0.0149
Si	-0.8487	7.8768	39.4459	-0.0192	0.0059	0.0025
Si	-3.5318	-0.2936	39.3641	0.014	-0.0218	0.0036
Si	-0.7796	2.486	39.1472	0.0125	-0.0098	0.0142
Si	1.9057	5.1156	39.3476	0.0141	-0.0052	0.0023
Si	4.6265	7.8481	39.2362	0.0142	-0.0047	0.0108
Si	1.9161	10.6179	39.3143	-0.0034	0.0094	0.0137
Si	4.6147	2.3928	39.5202	-0.0132	0.0161	0.0021
Si	-2.1314	3.7843	40.5913	-0.0163	-0.0043	0.0274
Si	0.5557	6.4898	40.699	0.0012	0.0041	0.0067
Si	-2.2001	-1.633	40.7604	-0.0035	0.0002	0.0018
Si	0.5253	1.1199	40.6161	0.0007	-0.0021	0.0339
Si	3.2382	3.7926	40.7702	-0.0002	-0.0036	0.0077
Si	-4.8783	6.5112	40.6267	-0.0042	-0.0024	0.0331
Si	3.2884	9.2206	40.6191	0.0037	-0.0056	0.0242
Si	-4.8632	11.9124	40.7577	0.0044	0.0051	0.0093
Si	-0.8169	5.1229	42.0048	0.0247	0.0335	0.2134
Si	1.9346	7.8754	41.9944	-0.0245	-0.0287	0.1937
Si	-0.7994	-0.2474	42.0365	-0.0171	-0.0218	0.1564
Si	1.8626	2.423	42.0698	0.0218	0.007	0.1614
Si	-6.2303	5.1712	42.042	-0.0064	-0.0185	0.157
Si	-3.5648	7.8553	42.0628	0.0189	0.0126	0.1548
Si	-6.2581	10.5477	42.0334	0.0056	0.018	0.2196
Si	-3.4811	2.4457	41.9979	-0.0242	-0.011	0.196
Si	-2.1695	6.4668	43.3647	-0.1077	0.1681	0.3284
Si	0.5791	9.2293	43.3568	-0.0778	0.113	0.2324
Si	-2.1692	1.108	43.3917	0.1801	-0.0763	0.3552
Si	0.5147	3.8055	43.4091	0.0592	-0.1651	0.3848
Si	3.2718	6.5419	43.3812	0.1306	-0.092	0.3109
Si	-4.9257	9.2182	43.4194	0.0691	-0.1379	0.3882
Si	3.2659	1.0357	43.3704	-0.1426	0.0825	0.3385
Si	-4.8502	3.7822	43.3637	-0.0973	0.1314	0.2638
Si	0.016	2.6922	6.9504	-0.058	0.0718	-0.2657
Si	2.7354	5.403	6.8792	-0.1117	0.0122	-0.3495
Si	-0.0296	-2.6893	6.9158	0.0537	-0.0795	-0.3631
Si	2.6796	0.0365	6.964	0.0873	-0.0684	-0.4173
Si	5.411	2.7653	6.9189	0.0726	-0.0484	-0.3347
Si	8.1173	5.4491	6.9795	0.0747	-0.0661	-0.3381
Si	5.4615	8.129	6.9442	-0.0364	0.1173	-0.3023
Si	8.1764	-0.0259	6.888	-0.0777	0.0643	-0.3276
Si	1.3476	1.3692	8.3886	0.0067	0.0138	-0.1676
Si	4.0677	4.1016	8.3432	-0.0079	-0.013	-0.2045
Si	1.3567	6.7785	8.159	-0.0233	-0.0202	-0.171
Si	4.0732	-1.3572	8.2049	0.0185	0.009	-0.1386
Si	6.8073	1.3737	8.1675	-0.0011	0.0039	-0.1761
Si	-1.3644	4.0685	8.2445	0.0065	-0.0027	-0.1475
Si	6.7817	6.7911	8.39	0.0046	0.0067	-0.1738
Si	-1.3791	-1.3551	8.3306	-0.0062	-0.0099	-0.2043
Si	2.7147	2.7583	9.7477	-0.0066	-0.0018	-0.04
Si	5.3952	5.4507	9.7732	0.0083	-0.0084	-0.043
Si	2.7261	8.1098	9.4824	-0.0131	0.0084	-0.0057
Si	5.4293	0.0405	9.4869	-0.013	-0.0067	0.0005
Si	-2.7262	2.6904	9.5466	-0.0146	0.0029	-0.0079
Si	-0.0035	5.4705	9.5338	0.0255	0.0102	0.0032
Si	8.1653	8.1606	9.7361	-0.0048	0.0042	-0.0365
Si	-0.0267	-0.0151	9.7325	0.0032	-0.0063	-0.0351
Si	1.3105	4.1974	11.005	-0.0266	0.0322	-0.0014
Si	3.9846	6.8826	11.0537	-0.0252	0.021	-0.0184
Si	1.3816	-1.5082	10.8928	0.0285	-0.0138	-0.0137
Si	4.1296	1.3264	10.9911	0.0305	-0.029	-0.0134
Si	-4.0587	4.0037	10.988	0.0307	-0.0273	-0.0046
Si	-1.2991	6.7603	11.0373	0.02	-0.0237	-0.0082
Si	6.7197	-1.2865	10.922	-0.0233	0.0289	0.0002
Si	-1.4193	1.3894	11.0379	-0.0304	0.0332	-0.0058
Si	-0.5335	3.2871	12.1204	-0.0003	0.0117	-0.0057
Si	2.2136	5.953	12.3195	-0.0022	-0.0181	0.0068
Si	0.4747	-3.1889	12.3074	-0.007	-0.0014	0.0056
Si	6.8426	4.5641	21.1867	0.0021	0.0008	-0.0452
Si	5.9884	2.161	12.1949	0.0016	-0.0023	-0.0122
Si	-2.2495	4.928	12.1669	-0.0015	-0.0034	-0.016
Si	4.9188	8.7616	12.178	0.0007	0.0053	-0.0149
Si	-3.2504	0.4428	12.1935	0.0028	-0.0043	-0.0128
Si	-3.5068	1.0759	29.0264	0.0087	-0.0056	-0.063
Si	-6.2495	2.8737	26.0244	-0.0038	-0.0063	-0.0628
Si	7.6083	5.453	15.1338	0.0041	-0.0055	-0.0434
Si	6.1839	1.9069	22.0585	0.0144	0.0075	-0.0559
Si	7.7821	-0.4521	23.021	0.003	0.0131	-0.0621
Si	3.4481	10.0676	24.4658	0.0034	0.0072	-0.0513
Si	0.6163	7.223	28.4332	-0.0124	0.0009	-0.0562
Si	2.1396	-0.1342	14.0528	0.0076	-0.0098	-0.0358
Si	1.4501	2.2967	17.4412	0.0117	0.0019	-0.0502
Si	-0.181	7.6114	19.4468	-0.0004	0.0004	-0.0602
Si	5.3527	7.6254	14.9764	-0.0038	0.0051	-0.0456
Si	2.9174	7.4443	18.905	0.0055	0.0117	-0.0611
Si	-1.7344	9.7776	25.4394	-0.0161	-0.0114	-0.064
Si	-1.4532	-0.6711	20.3794	0.0103	-0.0059	-0.0544
Si	3.8191	5.761	21.3615	-0.0002	0.0026	-0.0615
Si	0.1374	-2.3148	14.4906	0.0082	-0.0008	-0.0382
Si	-2.5461	2.7909	34.2177	-0.0122	0.0002	-0.0483
Si	-6.2283	6.0909	34.0955	-0.0058	0.0098	-0.0477
Si	-6.1583	0.7689	30.3143	-0.0001	0.0076	-0.0599
Si	-4.5768	9.1451	25.0443	0.0063	0.0007	-0.0503
Si	7.541	-0.0882	17.9531	-0.0027	-0.0111	-0.0568
Si	-3.7641	3.5948	27.2929	0.0006	0.0068	-0.0435
Si	-0.8138	6.5824	16.7612	-0.0018	-0.0026	-0.061
Si	5.4172	3.3459	15.0089	0.0044	-0.0117	-0.0433
Si	7.4835	2.3588	19.4913	-0.0005	-0.0097	-0.0498
Si	-1.0338	5.7195	21.7119	-0.0031	-0.0054	-0.0606
Si	1.9078	4.9658	32.7748	0.0028	-0.0113	-0.0739
Si	2.7899	7.2067	23.9824	0.0007	-0.0109	-0.0568
Si	3.1613	1.2644	27.9445	0.0013	-0.0066	-0.0533
Si	-3.4439	7.0773	33.7659	0.0009	0.0067	-0.0506
Si	1.4183	3.7777	21.6631	-0.0134	-0.0031	-0.0569
Si	3.1944	5.4927	14.4181	-0.0015	0.0029	-0.0443
Si	5.0617	-1.544	17.5509	0.0002	0.0058	-0.0474
Si	-2.1429	-0.1266	15.05	0.0034	0.001	-0.0571
Si	2.5008	9.3507	27.1509	0.0142	-0.0036	-0.0562
Si	-1.0155	5.2149	26.773	-0.0041	0.0095	-0.0569
Si	3.153	-0.5267	12.0327	-0.0085	0.014	0.0116
Si	4.5064	7.2982	26.4643	-0.0057	0.0057	-0.0573
Si	1.8146	5.1642	17.14	-0.004	-0.0038	-0.0544
Si	3.8507	1.0965	16.3682	0.0015	0.0058	-0.0551
Si	0.0474	9.4073	30.4097	0.0064	-0.0147	-0.0671
Si	-0.4237	7.0465	24.3478	-0.0026	0.0009	-0.0614
Si	0.6156	2.9009	27.9941	-0.0031	-0.0014	-0.0477
Si	-0.301	1.907	19.8282	-0.0044	-0.0095	-0.0574
Si	3.4144	2.0378	23.2683	-0.0079	0.0036	-0.067
Si	-3.8067	1.5125	31.8234	0.0004	-0.0087	-0.0668
Si	0.0487	1.9091	14.6937	-0.0096	0.013	-0.0482
Si	-2.2725	9.678	32.4763	-0.0021	0.0087	-0.0669
O	-6.0328	5.0385	35.3052	-0.013	-0.0127	0.0419
O	-2.0244	1.3184	34.5657	0.0093	-0.005	0.0206
O	-3.4667	3.1821	35.488	-0.0078	-0.0051	0.0303
O	0.469	1.2136	34.0063	-0.0134	-0.0086	0.0237
O	2.5606	2.2388	35.1477	0.0033	0.0167	0.0541
O	1.9372	8.3095	35.3677	-0.0075	-0.0092	0.03
O	4.3329	7.5599	34.695	-0.0035	0.0001	0.013
O	-3.7597	7.475	35.3015	0.0079	0.0091	0.0422
O	-4.9941	1.0527	36.1245	0.0031	0.0042	0.013
O	6.785	3.3893	22.3124	-0.0032	-0.0088	0.0156
O	4.7448	2.4368	16.1708	-0.0103	-0.0082	0.0189
O	-0.5562	1.8075	28.2015	0.005	0.0003	0.0156
O	3.0232	9.2237	33.1487	0.0023	-0.0114	0.0468
O	-1.8594	-0.2427	24.0589	0.0091	-0.0047	0.0335
O	2.3547	9.9515	25.658	-0.0129	-0.0045	0.0388
O	0.1133	4.6295	22.1909	-0.0019	-0.0013	0.0149
O	0.6013	5.6019	33.5237	-0.0171	0.0018	0.0309
O	1.7558	6.117	28.6901	-0.001	-0.006	0.0221
O	1.3895	7.9001	19.176	-0.0068	0.0029	0.022
O	0.8476	0.8284	13.7834	-0.0088	0.0023	0.0092
O	-1.3905	9.4437	31.1429	-0.0197	0.0031	0.0383
O	-2.6045	5.3046	21.4538	0.0052	0.0039	0.0171
O	-4.9518	0.3622	29.2809	-0.0094	0.0003	0.0237
O	-4.7696	4.1947	28.4309	-0.0051	-0.0005	0.0321
O	5.3518	-2.1847	13.7709	0.0093	-0.0084	0.031
O	6.6827	1.4553	20.5845	-0.0104	-0.0087	0.0356
O	2.0767	2.8197	22.8033	0.0123	-0.0146	0.0332
O	-0.2632	3.161	13.744	0.0067	-0.0135	0.0347
O	3.9982	10.0654	35.4535	0.0045	0.0111	0.0298
O	4.5675	1.9891	22.1253	-0.015	0.0023	0.0318
O	-1.2966	3.8017	34.0606	0.0021	0.0069	0.0189
O	4.328	4.3327	14.3237	0.0052	-0.0026	0.0128
O	-1.8036	2.516	19.7957	-0.0031	-0.0018	0.0186
O	0.2363	1.7115	18.3167	-0.0167	-0.0004	0.0459
O	-4.6718	3.2949	25.9634	0.0091	0.0018	0.0265
O	-5.9909	6.2913	27.639	0.0045	-0.0184	0.0246
O	6.3546	-1.1032	18.43	0.007	0.0034	0.0131
O	0.9343	2.4189	15.9212	0.0028	0.0077	0.0323
O	1.9019	2.1223	27.4152	-0.002	0.0003	0.022
O	3.074	0.5039	23.6303	-0.0032	-0.0136	0.0277
O	-2.0531	6.2303	33.7133	0.0062	-0.0016	0.013
O	-3.0975	1.8376	30.4028	-0.0008	0.0083	0.0428
O	3.8658	10.4072	30.9174	-0.0151	-0.0122	0.0388
O	2.1426	5.0721	15.5648	-0.006	-0.0022	0.041
O	3.2553	8.7166	23.5893	0.0066	0.0038	0.0236
O	-3.2888	9.5915	25.9505	0.0063	0.0028	0.0207
O	-0.6713	6.4624	27.7803	0.0123	0.0053	0.0289
O	-2.4638	5.1202	13.7853	-0.003	0.0086	0.0357
O	-1.3037	1.2386	15.2566	-0.001	-0.0055	0.0219
O	-1.1459	-1.3518	14.7109	-0.0119	0.0025	0.0147
O	-5.4173	1.5156	31.5592	0.0158	0.0022	0.0259
O	-0.9932	8.3835	25.0649	-0.0025	0.0071	0.0291
O	3.9016	8.5652	27.2506	-0.004	0.0072	0.0229
O	3.6882	4.6556	29.4578	-0.0151	-0.0055	0.03
O	-3.1828	8.3861	32.8436	-0.0061	-0.0141	0.0274
O	2.7159	1.3022	17.4969	-0.0062	0.0047	0.0147
O	2.681	4.6229	21.0573	0.0016	-0.0018	0.0166
O	6.6182	6.6635	14.7641	0.004	-0.0014	0.0121
O	4.3304	1.4766	26.8234	-0.005	-0.0101	0.0303
O	-5.0606	7.7065	25.5984	-0.0111	-0.0089	0.0182
O	1.2544	8.3654	27.4662	-0.0073	-0.0115	0.0237
O	1.8026	3.3604	32.9532	-0.0003	-0.0213	0.0271
O	5.8909	2.3725	13.8214	-0.0085	0.0102	0.0389
O	1.127	3.6374	29.3522	0.0082	0.0077	0.0345
O	-2.5052	4.5805	27.0151	-0.0045	-0.0075	0.0149
O	3.8316	-2.1998	18.3751	-0.0114	-0.0089	0.0227
O	-5.893	10.1154	25.0207	-0.0013	-0.0077	0.0121
O	2.6767	-0.2654	28.131	0.0021	0.0096	0.0308
O	-0.3717	0.5066	20.6336	-0.0045	-0.0019	0.0167
O	3.944	6.8437	14.9116	0.0103	0.0019	0.0154
O	3.3969	6.7493	25.4191	0.0119	-0.0035	0.0366
O	4.7031	-0.1625	16.8233	0.0107	-0.005	0.0249
O	-2.5653	-0.7037	21.5369	-0.0119	0.0008	0.0411
O	-1.15	9.9776	33.6108	0.0121	0.0107	0.0461
O	0.7948	2.8512	20.5095	0.013	0.0136	0.0317
O	-1.0245	7.5528	18.0504	0.0027	0.0037	0.0413
O	-0.8527	5.7803	25.2702	-0.0053	-0.0147	0.0406
O	-0.0584	7.3669	15.5628	-0.0116	-0.016	0.0343
O	-3.9781	9.1451	23.5241	-0.0132	-0.0119	0.0363
O	3.7143	1.6953	29.421	0.0113	-0.0101	0.0441
O	3.434	6.2621	22.8493	-0.0065	0.0135	0.0376
O	7.2415	1.5234	18.1145	0.0008	0.013	0.0261
O	7.9033	-0.3988	16.4055	-0.0108	0.0067	0.0415
O	1.2647	9.9012	31.3615	0.018	0.006	0.0307
O	-4.7934	6.249	33.3033	-0.0017	-0.0004	0.0233
O	0.2435	7.8965	29.8547	-0.0048	0.0149	0.0325
O	4.0295	2.8132	24.5456	0.0119	0.0044	0.0464
O	-0.7113	-2.0784	20.3725	-0.0049	0.0056	0.0223
O	-2.1141	9.219	36.2681	0.0052	0.0089	0.0077
O	-2.0951	-0.4056	18.9253	0.0177	0.0002	0.0358
O	1.1823	7.1135	24.1193	-0.0057	0.0003	0.0307
O	3.3374	5.574	33.2738	0.0174	0.0047	0.0285
O	3.1645	0.705	14.9677	0.015	0.0122	0.0398
O	7.7598	0.026	13.7819	0.0223	-0.014	0.0414
O	0.2327	5.4691	17.2866	-0.0002	0.0014	0.0135
O	-1.0932	6.8376	22.8859	0.0018	0.0096	0.0458
O	-0.8818	-0.3274	26.5791	0.003	0.0098	0.0456
O	-0.431	6.2655	20.3065	-0.0057	-0.0173	0.0371
O	1.8154	5.3184	31.2108	-0.0052	-0.0004	0.0644
O	3.9135	4.022	26.9197	-0.0009	0.0056	0.0284
O	5.5184	-2.5911	16.4214	-0.002	0.0145	0.0329
O	2.0077	3.7466	17.8815	-0.0012	-0.0036	0.0255
O	-3.4298	2.6773	32.8709	0.0151	0.0135	0.0405
O	-3.2979	0.0446	32.3022	0.011	-0.0118	0.0232
O	2.6563	0.9118	32.7419	-0.0112	0.0167	0.0363
O	6.6816	4.1917	15.5986	0.0009	0.0047	0.0126
O	3.6151	6.9245	20.2618	0.0066	-0.0192	0.0408
O	-4.07	0.8475	23.097	0.0037	-0.0117	0.0313
O	0.0647	4.0273	26.9801	0.0106	-0.0119	0.0224
O	0.0493	10.3613	29.1098	0.0014	-0.0173	0.0415
O	-3.365	2.1317	27.8201	-0.0001	-0.0186	0.0321
O	-2.2063	5.9054	16.2771	0.0105	0.0032	0.0269
O	-2.4343	-0.0565	28.6574	-0.0078	0.0041	0.0319
O	1.5225	-1.4718	14.7979	0.0003	0.002	0.0152
O	6.8943	3.8687	19.6901	-0.0045	0.0069	0.027
O	2.8097	6.2497	17.8114	0.009	0.0172	0.0244
O	5.4116	5.3584	21.2931	-0.0016	0.0002	0.0173
H	-1.3423	7.2832	44.2971	-0.2285	-0.2453	-0.2671
H	-2.9884	5.6422	44.2971	0.3846	0.3559	-0.2341
H	-0.2331	8.3981	44.2893	0.2045	0.2544	-0.2938
H	1.4106	10.0413	44.2893	-0.3478	-0.3742	-0.2414
H	-1.3568	1.939	44.3242	-0.3436	-0.3742	-0.2322
H	-2.9952	0.2903	44.3242	0.2106	0.2349	-0.3071
H	-0.3122	2.9888	44.3415	0.3272	0.3847	-0.2252
H	1.3323	4.6315	44.3415	-0.2572	-0.2399	-0.291
H	2.4396	5.7306	44.3137	0.2627	0.2298	-0.3036
H	4.0897	7.3675	44.3137	-0.3929	-0.3549	-0.2563
H	-5.7531	8.4021	44.3518	0.3901	0.3774	-0.2122
H	-4.112	10.048	44.3518	-0.2137	-0.2303	-0.2903
H	2.4538	0.2043	44.3028	0.3648	0.3681	-0.2131
H	4.0941	1.8511	44.3028	-0.245	-0.2252	-0.2788
H	-4.0267	4.6023	44.2961	-0.3708	-0.3719	-0.2303
H	-5.6708	2.9592	44.2961	0.2604	0.2019	-0.2952
H	-0.8075	1.8721	6.018	0.3652	0.2286	0.2964
H	0.8349	3.5169	6.018	-0.2381	-0.3733	0.2945
H	3.5476	6.2342	5.9467	-0.2212	-0.3542	0.2562
H	1.9082	4.5866	5.9467	0.4363	0.1899	0.2307
H	-0.8433	-3.5191	5.9834	0.1932	0.3588	0.2304
H	0.7963	-1.8716	5.9834	-0.3925	-0.2335	0.2357
H	3.5065	0.8532	6.0315	-0.3694	-0.2025	0.27
H	1.8672	-0.7946	6.0315	0.1963	0.4214	0.2668
H	6.2433	3.5765	5.9864	-0.4585	-0.2413	0.2163
H	4.5935	1.9393	5.9864	0.1985	0.3582	0.2571
H	8.9448	6.2652	6.0471	-0.3435	-0.1868	0.2901
H	7.2993	4.6235	6.0471	0.2838	0.4092	0.2719
H	6.2735	8.9604	6.0118	-0.1947	-0.4116	0.2747
H	4.63	7.317	6.0118	0.3738	0.2	0.2943
H	8.997	0.7971	5.9556	-0.2101	-0.3958	0.2459
H	7.3482	-0.8413	5.9556	0.3591	0.2446	0.2514

Results
free energy: -159346.755 eV
free energy less fixed offsets of H -15.71, O -570.45, Si -639.56 eV per atom: -4.745 eV

The program warned: the cutoff lies below the one the program advises for these potential files; the forces do not sum to zero within the program's tolerance; empty levels may hold ghost states of the PAW files; the exchange-correlation potential is rough where the density is thin.
